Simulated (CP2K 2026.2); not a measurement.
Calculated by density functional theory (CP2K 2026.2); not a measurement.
Periodic cell of 504 atoms, Si360O144, from a study of silicon, its oxide and their interface. The atomic structure is a simulated model.
Doubt: the forces sum to 0.78 eV/angstrom along one axis rather than to zero, so they err by at least 0.0016 eV/angstrom per atom on average; the grid cutoff is modest.

Settings: functional PBE; method Gaussian and plane waves; basis set DZVP-MOLOPT-SR-GTH; pseudopotentials GTH-PBE; grid cutoff 350 Ry, relative cutoff 50 Ry; k points Gamma only; occupations fixed; spin none; net charge 0.

Cell vectors (angstrom)
a	16.32	0	0
b	0	16.32	0
c	2.8154	-2.261	33.341

Atoms and the computed forces on them: element, x, y, z (angstrom), force x, y, z (eV/angstrom)
Si	1.353	14.968	0.366	-0.026	-0.002	0.544
Si	4.249	1.048	0.079	-0.029	0.242	0.653
Si	1.142	4.405	0.19	-0.036	-0.165	0.752
Si	3.868	6.923	0.252	0.125	-0.073	0.771
Si	4.513	6.928	33.274	-0.267	0.221	0.683
Si	6.339	10.483	33.308	0.181	-0.158	0.734
Si	6.481	15.179	0.023	0.086	-0.112	0.76
Si	9.125	1.554	0.241	0.515	-0.378	0.701
Si	6.971	3.913	0.462	-0.307	0.176	0.721
Si	9.226	6.938	0.089	0.34	-0.089	0.753
Si	7.06	9.221	0.048	-0.176	0.238	0.732
Si	9.87	11.991	0.002	-0.147	0.017	0.745
Si	12.434	14.818	0.143	-0.08	0.127	0.715
Si	18.309	-1.436	33.196	-0.166	0.291	0.719
Si	15.406	1.867	33.187	-0.33	-0.161	0.702
Si	18.017	4.306	33.34	-0.071	0.203	0.714
Si	14.968	7.574	33.304	-0.039	-0.264	0.687
Si	17.417	10.299	33.337	0.26	-0.163	0.676
Si	2.777	0.002	1.569	0.006	0.039	-0.03
Si	5.305	2.669	1.471	-0.037	-0.054	0.007
Si	2.635	5.492	1.6	0.018	0.022	-0.032
Si	5.465	8.164	1.413	-0.005	0.036	-0.033
Si	2.656	10.931	1.229	0.014	-0.043	-0.038
Si	5.299	13.625	1.303	0.012	-0.013	-0.053
Si	8.055	-0.092	1.451	-0.073	-0.005	-0.05
Si	11.025	2.717	1.148	-0.024	0.06	-0.091
Si	8.187	5.503	1.6	0.008	-0.014	0.029
Si	10.944	8.153	1.189	-0.014	0.011	-0.056
Si	8.217	10.864	1.282	-0.003	-0.029	-0.039
Si	10.892	13.586	1.396	-0.004	-0.013	-0.056
Si	13.764	-0.009	1.315	0.003	0.05	-0.024
Si	16.356	2.621	1.246	-0.046	0.032	-0.032
Si	13.679	5.454	1.396	0.046	-0.015	-0.046
Si	16.345	8.18	1.279	0.023	0.008	-0.056
Si	13.586	10.966	1.397	-0.009	0.015	-0.026
Si	16.224	13.537	1.433	-0.053	-0.024	-0.04
Si	1.385	1.428	2.778	-0.007	0.007	0.006
Si	4.014	4.067	2.832	0.006	-0.001	0.006
Si	1.283	6.894	2.835	-0.039	0.009	0.032
Si	4.082	9.618	2.658	-0.027	-0.011	0.024
Si	1.291	12.152	2.718	0.027	0.017	0.029
Si	4.097	14.917	2.856	0.01	-0.027	0.042
Si	6.74	1.326	2.813	0.006	0.033	0.017
Si	9.678	4.055	2.689	-0.01	-0.047	0.006
Si	6.768	6.839	2.86	0	0.006	0.029
Si	9.571	9.488	2.659	0.02	0.007	0.027
Si	6.78	12.247	2.592	-0.013	-0.002	-0.023
Si	9.494	14.912	2.73	0.017	0.01	0.016
Si	12.32	1.375	2.608	-0.002	-0.027	-0.008
Si	14.987	3.984	2.68	0.042	0.001	0.034
Si	12.259	6.828	2.656	-0.039	0.008	-0.012
Si	14.976	9.54	2.65	0	-0.033	0
Si	12.243	12.279	2.801	0.017	0.011	0.046
Si	14.963	14.953	2.799	-0.018	-0.004	0.056
Si	16.349	0.012	4.106	-0.016	0.002	-0.04
Si	2.689	2.739	4.201	-0.005	-0.025	0.012
Si	16.282	5.413	4.091	0.023	-0.027	-0.036
Si	2.728	8.248	4.084	0.006	0.017	-0.035
Si	16.291	10.838	4.109	-0.014	0.031	0.01
Si	2.669	13.538	4.094	0.015	0.004	-0.021
Si	5.439	-0.03	4.198	-0.037	0.022	-0.004
Si	8.212	2.721	4.044	-0.011	0.002	-0.037
Si	5.416	5.431	4.146	0.006	0.013	-0.001
Si	8.197	8.197	4.107	0.038	0.019	-0.022
Si	5.457	10.92	4.041	0	-0.017	-0.005
Si	8.122	13.563	4.056	-0.035	-0.014	-0.019
Si	10.912	0.007	3.993	0.039	0.025	-0.019
Si	13.606	2.702	4.073	0.015	-0.001	-0.024
Si	10.943	5.455	4.069	0.003	0.004	-0.007
Si	13.609	8.179	4.025	0.022	-0.005	0.005
Si	10.878	10.858	4.079	-0.023	-0.006	-0.026
Si	13.59	13.627	4.154	0.023	-0.023	0.015
Si	17.699	14.948	16.353	-0.002	-0.005	0.009
Si	4.078	1.354	16.349	0.001	0.004	0.008
Si	17.69	4.073	16.304	-0.017	0.002	-0.006
Si	4.084	6.794	16.287	-0.009	0.023	-0.011
Si	17.667	9.532	16.32	-0.002	0.007	0.004
Si	4.063	12.258	16.325	0.005	-0.001	0.004
Si	6.784	14.966	16.322	0.003	-0.004	0.013
Si	9.503	1.375	16.316	0.002	-0.002	-0.002
Si	6.789	4.062	16.337	-0.011	-0.002	0.013
Si	9.518	6.798	16.286	0.01	-0.014	-0.001
Si	6.8	9.508	16.297	0.01	-0.017	0.002
Si	9.536	12.237	16.312	0.018	0	0.002
Si	12.253	14.967	16.303	-0.022	0.013	0
Si	14.946	1.329	16.293	-0.007	0.006	-0.016
Si	12.232	4.087	16.305	-0.004	-0.008	0.004
Si	14.96	6.822	16.322	0.008	0.008	0.006
Si	12.244	9.516	16.312	0.008	-0.014	0.003
Si	15	12.256	16.307	0.012	0.011	0.001
Si	2.737	-0.014	17.724	0.007	0	0.055
Si	5.432	2.704	17.73	0.01	0.016	0.002
Si	2.764	5.416	17.649	-0.012	-0.004	0.006
Si	5.405	8.175	17.647	0.005	-0.016	0.023
Si	2.673	10.923	17.68	0.003	-0.022	0.002
Si	5.424	13.611	17.689	-0.025	0.026	0.021
Si	8.123	0.031	17.672	0.009	0.006	0.014
Si	10.893	2.709	17.666	-0.002	0.016	0.022
Si	8.172	5.441	17.645	-0.002	0.022	0.034
Si	10.857	8.157	17.66	0.01	0.01	0.007
Si	8.19	10.841	17.645	-0.004	0.007	-0.007
Si	10.899	13.615	17.654	0.028	0.001	0.025
Si	13.614	-0.027	17.691	0.002	0.02	0.028
Si	16.289	2.709	17.611	0.031	-0.004	-0.006
Si	13.551	5.495	17.658	0.003	-0.001	0.006
Si	16.346	8.153	17.698	-0.024	-0.005	0.024
Si	13.656	10.869	17.621	-0.02	-0.019	0.016
Si	16.34	13.596	17.728	-0.008	-0.021	0.02
Si	17.614	1.359	18.995	-0.002	-0.015	-0.043
Si	4.077	4.081	19.081	0.014	-0.001	0.002
Si	17.746	6.756	19.008	-0.01	0.04	-0.04
Si	4.014	9.54	18.994	0.002	-0.02	-0.036
Si	17.701	12.269	19.137	0.009	0.008	0.031
Si	4.128	14.975	19.137	-0.003	0.01	-0.032
Si	6.787	1.353	19.116	-0.005	-0.022	0.015
Si	9.556	4.102	19.007	0.015	0.008	-0.039
Si	6.786	6.811	18.965	0	0	-0.041
Si	9.529	9.502	19.054	-0.009	-0.014	0.016
Si	6.794	12.179	18.951	-0.002	-0.013	-0.02
Si	9.499	14.986	18.976	0.026	-0.004	-0.04
Si	12.239	1.327	19.033	-0.021	0.012	-0.053
Si	14.917	4.089	18.92	-0.009	-0.013	-0.046
Si	12.2	6.853	19.065	0.013	-0.029	-0.022
Si	14.992	9.548	19.042	0.02	0.002	-0.038
Si	12.322	12.244	18.95	-0.002	0.03	-0.04
Si	14.968	14.938	19.087	-0.016	0.013	-0.009
Si	16.281	0.022	20.432	0.028	0.024	0.049
Si	2.642	2.71	20.356	-0.028	0.002	0.044
Si	16.319	5.374	20.257	0.024	-0.027	0.037
Si	2.761	8.129	20.399	0.012	-0.005	0.054
Si	16.366	10.866	20.483	-0.016	-0.012	0.078
Si	2.736	13.638	20.526	0.003	0.033	0.055
Si	5.494	0.008	20.585	-0.025	-0.022	0.055
Si	8.212	2.733	20.371	0.008	0.026	0.054
Si	5.513	5.431	20.387	0.026	-0.011	0.053
Si	8.065	8.192	20.375	-0.02	0.011	0.025
Si	5.383	10.891	20.32	-0.019	-0.008	0.038
Si	8.152	13.553	20.247	0.023	0	0.008
Si	10.869	-0.051	20.393	0.002	0.016	0.046
Si	13.573	2.785	20.316	-0.04	0.005	0.048
Si	10.839	5.503	20.432	-0.028	0.026	0.045
Si	13.564	8.238	20.392	-0.032	0.025	0.037
Si	10.977	10.894	20.291	0.006	-0.035	0.02
Si	13.667	13.512	20.431	0.02	-0.045	0.054
Si	17.894	-1.037	21.779	-0.068	-0.187	-0.771
Si	3.765	1.195	21.723	0.232	-0.023	-0.731
Si	17.325	3.785	21.666	0.18	0.14	-0.76
Si	4.392	7.017	21.673	-0.096	-0.049	-0.7
Si	17.445	9.171	21.723	0.339	0.345	-0.695
Si	4.375	12.452	21.755	-0.305	-0.09	-0.688
Si	6.72	14.612	21.744	0.082	0.366	-0.603
Si	9.792	1.599	21.678	-0.27	-0.299	-0.665
Si	7.108	4.293	21.712	-0.136	-0.062	-0.769
Si	9.175	6.627	21.684	0.157	0.028	-0.73
Si	6.47	9.355	21.687	0.195	0.055	-0.743
Si	9.738	12.414	21.513	-0.143	-0.113	-0.738
Si	11.968	14.584	21.604	0.119	0.175	-0.791
Si	15.05	1.614	21.665	-0.107	-0.212	-0.675
Si	12.01	3.898	21.677	0.255	0.338	-0.689
Si	15.17	6.969	21.47	-0.235	-0.109	-0.773
Si	12.529	9.896	21.739	-0.034	-0.176	-0.729
Si	14.856	12.008	21.884	0.143	0.196	-0.71
Si	7.183	12.371	28.443	-0.014	-0.07	-0.003
Si	3.603	1.286	29.534	0.004	0.006	-0.019
Si	10.032	1.152	24.678	0.097	0.019	-0.086
Si	7.766	10.321	26.437	-0.147	0.033	-0.015
Si	2.868	0.34	26.598	0.015	-0.09	0.166
Si	14.974	6.278	28.596	-0.068	0.097	0.009
Si	8.092	0.91	27.098	0.028	0.047	0.049
Si	9.882	8.175	30.616	0.087	-0.018	-0.027
Si	5.519	2.558	23.857	0.084	0.05	-0.09
Si	3.533	6.836	30.314	0.026	-0.097	0.025
Si	3.796	9.535	29.081	0.149	0.083	0.011
Si	16.794	13.42	24.022	-0.101	-0.09	-0.136
Si	16.802	2.056	26.059	-0.078	0.004	0.052
Si	12.688	0.016	28.137	0.008	0.033	-0.003
Si	17.375	0.468	31.098	-0.011	-0.022	0.034
Si	3.187	11.768	24.57	-0.002	0.117	-0.131
Si	4.778	4.206	28.981	0.08	0.03	0.038
Si	17.485	4.728	24.646	-0.071	-0.181	-0.114
Si	12.289	-1.071	24.556	-0.074	0.022	0.017
Si	4.989	11.317	26.817	0.007	0.015	0.002
Si	5.376	4.733	26.009	0.097	-0.029	0.014
Si	14.976	6.435	24.463	-0.027	-0.012	-0.082
Si	12.106	6.882	29.005	-0.016	0.019	0.005
Si	3.561	6.369	24.543	-0.067	0.021	-0.086
Si	5.754	0.112	25.477	0.126	-0.044	-0.023
Si	7.918	11.237	23.778	-0.073	0.099	-0.094
Si	12.624	-0.19	30.938	-0.113	-0.081	-0.075
Si	14.345	1.075	24.644	-0.039	0.026	-0.116
Si	12.629	11.874	29.111	0.103	0.011	0.03
Si	14.471	13.901	30.713	0.002	-0.166	0.062
Si	12.977	4.168	28.58	0.007	0.017	0.074
Si	6.301	10.3	30.339	0.035	0.01	0.049
Si	7.695	8.182	28.457	-0.084	0.067	0.093
Si	15.725	8.292	26.458	0.003	-0.05	-0.007
Si	8.115	2.722	31.528	-0.142	-0.041	0.207
Si	18.285	9.061	24.777	-0.247	-0.116	-0.248
Si	10.742	11.034	31.245	0.068	0.013	0.187
Si	13.262	2.797	31.311	0.046	0.11	-0.008
Si	16.864	6.177	31.103	0.069	-0.012	0.169
Si	5.8	0.704	31.378	0.019	-0.078	0.101
Si	7.904	3.559	28.868	-0.169	0.03	-0.069
Si	15.028	10.306	28.669	0.13	-0.027	0.088
Si	7.286	14.125	24.573	0.197	-0.025	-0.034
Si	11.102	8.004	23.648	-0.033	-0.016	-0.069
Si	12.176	2.308	26.252	-0.001	-0.091	0.026
Si	17.092	-1.79	26.782	0.012	-0.017	-0.003
Si	8.877	-1.827	27.32	-0.117	-0.049	-0.151
Si	17.454	10.25	30.332	-0.115	0.042	0.167
Si	10.657	6.823	26.185	0.107	-0.116	0.074
Si	7.937	5.745	27.09	-0.076	0.065	-0.05
Si	12.419	5.481	24.269	-0.129	0.087	-0.101
Si	11.892	13.687	26.948	-0.055	0.039	-0.061
Si	15.743	0.577	28.354	0.138	0.007	0.026
Si	16.66	12.739	29.072	0.035	-0.091	0.001
Si	1.359	14.945	5.459	0.007	0.004	0.005
Si	4.064	1.348	5.507	0.006	0.011	0.006
Si	1.328	4.114	5.503	-0.009	-0.001	0.01
Si	4.057	6.835	5.45	-0.005	-0.007	-0.013
Si	1.358	9.533	5.48	0.012	-0.011	0.006
Si	4.08	12.229	5.444	0.001	-0.003	-0.021
Si	6.821	14.923	5.483	0.018	-0.007	0.011
Si	9.552	1.347	5.401	-0.001	0.008	-0.014
Si	6.837	4.072	5.434	0.013	-0.019	-0.006
Si	9.548	6.795	5.431	-0.02	0.007	-0.011
Si	6.809	9.557	5.429	0.004	0	0
Si	9.497	12.217	5.422	-0.006	-0.004	-0.012
Si	12.214	14.991	5.452	-0.008	0.009	-0.005
Si	14.958	1.353	5.451	0.008	0.019	-0.013
Si	12.275	4.088	5.438	-0.012	-0.01	-0.002
Si	14.924	6.792	5.425	0.007	0.005	-0.02
Si	12.255	9.515	5.427	-0.003	-0.007	-0.003
Si	14.955	12.233	5.461	0.003	0.008	0.008
Si	2.708	-0.021	6.84	0.01	-0.005	0.005
Si	5.462	2.721	6.807	0.012	-0.011	-0.005
Si	2.712	5.472	6.826	-0.017	0.006	-0.001
Si	5.449	8.179	6.789	0.007	-0.002	-0.01
Si	2.727	10.885	6.825	-0.007	-0.001	0.006
Si	5.434	13.583	6.822	-0.009	0.02	-0.002
Si	8.197	-0.008	6.791	0.002	-0.015	0
Si	10.892	2.72	6.776	-0.009	0.016	-0.004
Si	8.177	5.445	6.795	0.003	-0.001	0.007
Si	10.897	8.157	6.794	0.006	-0.011	0.002
Si	8.154	10.889	6.816	-0.008	0	0.005
Si	10.855	13.598	6.781	-0.006	0.021	-0.005
Si	13.592	0.007	6.814	-0.008	-0.007	-0.003
Si	16.299	2.72	6.827	0.003	0.013	0.002
Si	13.601	5.444	6.819	-0.004	0.008	0.006
Si	16.308	8.14	6.793	0.025	-0.014	-0.008
Si	13.595	10.873	6.807	0.004	0.006	0.007
Si	16.315	13.595	6.817	-0.003	-0.007	0
Si	1.347	1.357	8.177	-0.013	-0.003	-0.005
Si	4.089	4.09	8.154	0.01	0.019	-0.009
Si	1.346	6.809	8.183	0	-0.01	0.009
Si	4.087	9.518	8.171	-0.006	-0.002	0.003
Si	1.365	12.245	8.174	0.022	0.028	0.008
Si	4.084	14.95	8.182	0.002	0.001	0.005
Si	6.819	1.347	8.151	0.001	0.018	-0.003
Si	9.531	4.075	8.147	-0.009	-0.01	0.005
Si	6.807	6.808	8.147	-0.001	0	-0.007
Si	9.525	9.517	8.151	-0.009	-0.002	-0.006
Si	6.797	12.236	8.181	0.004	-0.008	0.01
Si	9.526	14.954	8.17	0.002	-0.008	0.006
Si	12.237	1.371	8.164	0.015	0.002	0.008
Si	14.953	4.085	8.183	0.008	-0.002	0.009
Si	12.239	6.801	8.169	-0.009	-0.007	0.008
Si	14.96	9.511	8.158	-0.01	-0.003	0
Si	12.226	12.244	8.148	-0.003	-0.007	-0.006
Si	14.949	14.958	8.167	-0.002	-0.003	-0.004
Si	16.308	-0.002	9.531	0.001	0.006	0.002
Si	2.724	2.725	9.514	0.002	-0.007	-0.004
Si	16.319	5.438	9.539	0.004	-0.002	0.004
Si	2.719	8.165	9.528	-0.004	-0.006	0.004
Si	16.32	10.875	9.517	0.009	-0.01	-0.007
Si	2.722	13.598	9.538	-0.004	0.001	0.003
Si	5.451	-0.001	9.52	0.005	-0.011	-0.001
Si	8.168	2.716	9.509	0.001	-0.004	-0.005
Si	5.444	5.45	9.514	0.001	-0.004	0
Si	8.164	8.162	9.514	0.005	-0.001	0.006
Si	5.442	10.875	9.536	0.005	0.007	0.004
Si	8.159	13.603	9.53	-0.013	0.017	0.007
Si	10.886	-0.001	9.522	-0.003	-0.005	0
Si	13.592	2.723	9.534	-0.011	0.016	0.006
Si	10.88	5.436	9.518	0.005	0.009	0.007
Si	13.601	8.159	9.524	0.006	-0.013	-0.002
Si	10.875	10.883	9.516	-0.004	0.002	-0.005
Si	13.588	13.597	9.517	0.003	0.007	-0.001
Si	1.357	14.961	10.884	0.009	0	-0.001
Si	4.083	1.361	10.872	0.009	0.007	-0.006
Si	1.366	4.076	10.888	-0.007	0.01	0.002
Si	4.079	6.8	10.883	-0.006	0.001	0
Si	1.36	9.524	10.885	0.009	0.005	0.003
Si	4.085	12.239	10.892	-0.002	-0.007	0.003
Si	6.801	14.962	10.889	0.006	0	0.006
Si	9.518	1.356	10.877	0	0.006	0.005
Si	6.802	4.077	10.864	0.002	0	-0.003
Si	9.521	6.8	10.873	-0.008	-0.018	-0.003
Si	6.805	9.515	10.887	-0.005	-0.002	-0.001
Si	9.52	12.241	10.885	-0.001	-0.001	-0.004
Si	12.242	14.961	10.887	0.001	0.003	0.004
Si	14.955	1.362	10.891	-0.003	-0.002	0
Si	12.234	4.082	10.888	-0.002	-0.006	0.003
Si	14.957	6.801	10.888	0.002	-0.001	0.004
Si	12.237	9.524	10.875	0.007	0.007	-0.002
Si	14.957	12.237	10.869	-0.005	0	-0.009
Si	2.722	0.003	12.235	-0.009	-0.002	-0.002
Si	5.443	2.719	12.23	-0.003	0.005	-0.004
Si	2.721	5.44	12.248	0.009	-0.007	0.003
Si	5.438	8.158	12.244	0.002	-0.002	0.004
Si	2.725	10.879	12.243	-0.001	0.014	0
Si	5.44	13.605	12.25	0.002	0.004	-0.002
Si	8.161	0	12.246	-0.006	0	-0.001
Si	10.871	2.718	12.237	0.004	-0.001	-0.003
Si	8.158	5.437	12.223	0.003	0.003	-0.005
Si	10.881	8.16	12.234	-0.004	-0.001	-0.007
Si	8.158	10.883	12.245	0.005	0.004	0.001
Si	10.88	13.602	12.246	0.001	0.002	0.002
Si	13.6	0.001	12.25	0.008	0.005	0.007
Si	16.325	2.716	12.249	0.006	0.001	-0.001
Si	13.602	5.437	12.244	-0.006	0.006	-0.003
Si	16.318	8.164	12.241	-0.002	-0.012	-0.004
Si	13.599	10.883	12.231	0.003	-0.008	-0.007
Si	16.318	13.594	12.231	-0.003	-0.001	-0.005
Si	1.365	1.35	13.607	0.009	-0.001	-0.001
Si	4.084	4.071	13.598	0.003	-0.004	0
Si	1.356	6.805	13.602	-0.021	0.02	-0.002
Si	4.082	9.524	13.606	0	-0.005	0
Si	1.365	12.242	13.591	0.004	-0.005	-0.011
Si	4.075	14.967	13.603	-0.003	0.002	-0.003
Si	6.794	1.359	13.599	-0.001	0.009	-0.004
Si	9.507	4.079	13.589	-0.004	0.005	-0.005
Si	6.8	6.786	13.587	0.011	-0.014	-0.007
Si	9.523	9.521	13.594	0.002	-0.003	-0.002
Si	6.799	12.245	13.608	-0.004	-0.001	0.003
Si	9.519	14.96	13.608	0.004	-0.002	0
Si	12.229	1.364	13.599	-0.02	0.018	-0.004
Si	14.964	4.079	13.605	0.008	-0.005	-0.002
Si	12.242	6.8	13.593	0.017	-0.013	-0.001
Si	14.956	9.528	13.592	-0.006	0.014	-0.001
Si	12.251	12.243	13.598	0.001	-0.002	-0.003
Si	14.971	14.956	13.596	0.007	-0.007	-0.005
Si	16.337	-0.024	14.968	-0.005	0.009	0
Si	2.73	2.707	14.961	-0.005	0.006	0
Si	16.319	5.446	14.966	0.011	0.001	0.005
Si	2.713	8.169	14.96	0.002	-0.014	-0.002
Si	16.327	10.885	14.941	-0.011	-0.01	-0.004
Si	2.712	13.605	14.956	-0.001	-0.003	-0.005
Si	5.431	0.008	14.965	-0.003	-0.011	-0.002
Si	8.146	2.725	14.954	0.008	-0.001	0.002
Si	5.449	5.424	14.954	0.002	0.011	0.002
Si	8.155	8.153	14.934	-0.007	-0.007	-0.005
Si	5.435	10.892	14.97	0.005	0.007	0.005
Si	8.159	13.603	14.971	0.002	0.007	0.003
Si	10.873	0.008	14.965	0.011	0.007	0.002
Si	13.595	2.718	14.954	0.006	-0.006	0
Si	10.875	5.435	14.936	-0.004	0	-0.003
Si	13.601	8.164	14.948	-0.005	-0.004	-0.002
Si	10.891	10.879	14.95	0	0.007	0.003
Si	13.616	13.603	14.956	0.003	0.001	0
O	13.832	5.469	25.06	0.15	-0.505	0.698
O	10.353	13.873	27.385	0.03	-0.256	0.066
O	9.119	11.708	22.833	0.399	-0.127	0.245
O	9.379	2.201	32.343	0.224	0.238	-0.359
O	10.795	13.534	22.046	-0.173	0.26	0.495
O	6.716	9.128	29.3	-0.199	0.005	-0.134
O	4.159	5.391	29.907	-0.127	-0.203	0.132
O	3.169	13.76	32.89	0.15	-0.128	-0.257
O	4.063	7.347	31.767	-0.239	0.627	-0.032
O	5.503	13.578	22.138	0.128	-0.076	0.302
O	8.152	5.458	22.239	0.223	0.032	0.23
O	9.731	7.508	22.941	-0.173	0.361	0.191
O	8.229	14.077	32.875	-0.042	0.156	-0.19
O	4.215	0.354	25.765	-0.105	0.31	-0.032
O	16.212	2.672	22.099	0.17	-0.047	0.323
O	8.783	1.179	25.676	-0.166	0.017	-0.106
O	11.676	9.367	23.026	-0.156	0.355	0.308
O	13.702	7.244	28.988	0.038	0.395	0.261
O	3.953	11.702	23.143	0.104	-0.417	0.081
O	3.754	6.218	22.944	-0.309	-0.47	-0.096
O	13.806	8.641	32.799	0.129	0.161	-0.145
O	16.281	11.412	32.936	0.049	-0.031	-0.495
O	17.303	4.868	31.972	0.024	-0.054	-0.462
O	18.229	6.794	30.476	-0.248	0.01	-0.246
O	14.27	1.19	23.034	-0.373	-0.372	-0.127
O	8.057	2.757	0.214	0.04	0.085	-0.126
O	4.015	7.922	29.204	0.14	-0.239	-0.5
O	17.155	14.708	23.112	-0.132	0.245	0.125
O	14.097	-0.849	30.772	0.406	0.373	-0.073
O	4.88	1.635	32.308	-0.162	0.146	-0.277
O	8.366	14.349	25.768	0.379	-0.118	-0.055
O	15.971	7.129	32.084	0.088	0.111	-0.161
O	14.139	0.66	28.416	-0.097	0.202	-0.083
O	15.633	12.579	23.231	0.007	0.016	0.415
O	10.927	-0.204	24.716	-0.183	-0.401	0.299
O	6.364	3.947	29.229	0.123	0.243	0.434
O	16.623	1.143	32.368	0.207	-0.237	0.196
O	10.979	5.827	33.004	-0.106	0.079	-0.473
O	15.986	9.703	29.85	-0.284	-0.428	0.433
O	18.536	9.677	29.309	-0.148	-0.418	-0.358
O	7.281	3.821	32.348	-0.055	0.133	-0.216
O	12.427	4.278	23.208	0.041	-0.103	0.178
O	8.185	8.945	27.128	0.266	-0.195	-0.335
O	13.605	-0.289	25.1	0.149	-0.164	0.283
O	11.21	11.629	29.826	-0.442	0.248	-0.312
O	17.807	9.46	23.28	-0.208	0.4	0.082
O	7.024	6.806	27.929	-0.436	-0.164	0.248
O	16.291	8.054	21.899	0.07	-0.225	-0.052
O	17.507	11.865	30.135	0.302	0.496	0.244
O	12.355	3.9	32.037	-0.218	0.033	-0.364
O	6.982	4.836	26.17	0.123	-0.162	-0.395
O	5.696	12.395	27.804	-0.487	0.489	-0.085
O	13.357	3.105	29.737	0.246	-0.405	-0.253
O	11.381	7.707	30.194	0.476	0.32	0.478
O	5.429	8.187	22.209	0.168	-0.079	0.617
O	9.314	7.444	31.94	-0.27	-0.121	0.005
O	12.228	3.502	27.324	-0.07	0.218	0.035
O	4.184	12.254	25.757	0.208	0.644	0.175
O	15.869	13.849	29.924	0.282	0.628	0.278
O	7.162	1.502	31.071	0.131	-0.223	-0.288
O	12.4	12.284	27.559	0.098	-0.413	-0.438
O	2.977	7.828	24.803	0.109	0.14	0.393
O	16.405	0.475	29.816	-0.249	-0.104	-0.005
O	8.932	-0.279	27.787	0.332	0.196	0.443
O	14.694	2.818	32.061	0.227	0.652	-0.357
O	6.171	10.43	26.123	-0.123	-0.239	-0.293
O	11.864	-0.097	29.527	-0.735	-0.126	-0.084
O	8.149	11.484	27.489	0.626	0.069	0.153
O	2.86	3.215	32.93	0.062	-0.106	-0.67
O	7.102	12.535	24.327	-0.583	-0.014	-0.043
O	10.986	2.388	25.153	-0.185	0.424	0.012
O	9.809	9.757	30.932	-0.336	0.08	-0.151
O	7.027	11.693	29.909	0.247	0.241	0.401
O	7.628	-1.518	23.118	0.577	0.417	-0.026
O	17.788	-0.99	31.703	0.147	-0.19	-0.541
O	12.202	6.843	23.397	0.244	-0.041	-0.457
O	5.652	5.784	33.007	0.209	-0.119	-0.457
O	16.824	3.575	25.542	-0.201	0.123	0.116
O	15.891	1.129	25.09	0.247	-0.586	-0.17
O	3.093	0.569	28.18	-0.234	-0.303	0.176
O	2.69	0.072	22.265	0.053	0.039	0.355
O	8	2.213	28.005	-0.108	-0.107	0.044
O	5.231	11.672	32.949	0.067	0.093	-0.445
O	15.026	9.456	27.31	-0.218	0.127	-0.242
O	17.778	4.357	23.108	0.163	0.33	-0.006
O	8.735	3.392	30.221	0.878	0.19	-0.121
O	16.264	1.915	27.585	0.048	0.531	0.473
O	11.922	-1.173	32.007	-0.293	-0.421	-0.184
O	12.63	-1.287	23.007	0.684	-0.112	0.066
O	4.132	10.228	27.662	-0.315	-0.317	-0.17
O	16.323	13.892	25.5	-0.348	0.102	0.256
O	4.238	2.133	22.97	-0.314	0.195	0.278
O	12.011	5.282	29.253	-0.609	-0.249	0.41
O	16.12	-0.715	27.472	-0.392	-0.135	-0.201
O	14.712	6.331	22.881	-0.402	-0.228	0.077
O	6.215	-0.669	32.128	-0.463	-0.069	-0.36
O	17.857	9.791	31.836	0.278	-0.26	-0.11
O	14.815	7.888	25.169	-0.588	0.478	-0.034
O	15.61	11.773	28.31	-0.133	0.125	-0.563
O	13.575	2.266	25.433	0.138	0.537	0.095
O	12.697	1.304	31.528	-0.277	-0.033	0.187
O	4.965	6.116	25.279	0.184	0.341	-0.131
O	13.351	13.075	29.912	-0.288	0.203	0.029
O	16.486	5.984	24.74	0.081	0.214	0.296
O	9.367	1.244	23.208	-0.613	-0.297	0.016
O	6.212	1.17	24.327	0.536	-0.325	-0.491
O	11.277	5.518	25.416	-0.272	-0.612	0.313
O	18.315	1.541	25.99	0.404	0.402	-0.482
O	2.802	10.346	25.198	0.255	0.08	0.239
O	14.574	13.297	32.203	-0.352	0.003	0.053
O	6.787	9.934	31.833	0.215	-0.492	-0.042
O	12.825	-1.477	27.581	0.455	-0.08	0.143
O	6.974	10.195	22.989	-0.291	-0.214	0.472
O	2.586	5.246	25.183	0.126	-0.071	0.459
O	10.955	2.699	21.907	-0.044	-0.216	-0.082
O	10.853	8.124	25.234	0.033	0.699	0.375
O	5.935	-1.431	25.029	-0.531	-0.346	-0.252
O	6.523	3.49	23.001	0.231	-0.179	0.381
O	11.39	7.17	27.578	0.032	0.244	-0.055
O	17.518	13.436	27.903	0.427	-0.236	-0.08
O	4.615	4.597	27.423	-0.509	0.171	0.085
O	8.561	10.481	25.051	0.662	-0.436	-0.017
O	9.086	6.513	26.293	-0.032	0.357	-0.161
O	8.947	7.787	29.376	0.057	-0.404	-0.345
O	13.676	10.934	22.314	0.136	-0.095	0.406
O	18.74	1.213	30.647	0.068	0.582	0.261
O	4.919	0.465	30.044	0.127	-0.52	-0.394
O	12.08	13.844	25.344	0.125	-0.569	-0.159
O	4.681	10.321	30.211	-0.338	0.332	0.408
O	7.879	13.816	28.414	-0.151	0.239	0.353
O	18.459	-1.073	26.321	0.25	-0.49	-0.455
O	3.974	2.839	29.29	-0.097	0.181	-0.13
O	5.037	3.42	25.131	-0.5	-0.239	0.191
O	11.893	0.963	27.115	-0.418	-0.096	-0.256
O	17.132	8.802	25.867	0.313	-0.121	0.348
O	8.672	4.744	28.106	0.546	-0.12	0.376
O	18.16	12.598	24.278	0.076	0.025	0.119
O	6.583	0.401	26.826	-0.073	-0.247	0.494
O	13.51	10.514	29.178	-0.206	-0.41	0.09
O	14.326	4.896	28.049	0.541	-0.271	-0.518
O	15.889	5.864	29.858	-0.257	-0.169	0.049
O	15.868	7.016	27.464	0.384	-0.303	-0.038
O	12.043	10.529	32.074	0.281	0.117	-0.351
O	9.937	12.167	32.066	-0.042	0.224	-0.557

Results
total energy: -101653.976 eV
total energy less fixed offsets of O -438.35, Si -107.03 eV per atom: -0.776 eV
